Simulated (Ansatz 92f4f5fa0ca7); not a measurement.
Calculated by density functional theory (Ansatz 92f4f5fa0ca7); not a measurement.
Periodic cell of 178 atoms, Si99O79, from a study of silicon, its oxide and their interface. The atomic structure is a simulated model.

Settings: functional PBE; potential files Ansatz PAW; basis plane waves; wave-function cutoff 700 eV; density cutoff ratio 5; exchange-correlation grid ratio 2; k mesh 2 x 2 x 1, shifted by 0.5 0.5 0.5 of a step; self-consistency stop 5e-08 eV per atom in the density residual; occupations Fermi-Dirac, 0.05 eV; spin none; net charge 0.

Cell vectors (angstrom)
a 11.5983 0 0
b 0 11.5983 0
c -0.8755 4.2721 22.5595

Atoms and the computed forces on them: element, x, y, z (angstrom), force x, y, z (eV/angstrom)
Si 0.4637 4.3112 -0.0661 -0.0896 -0.1325 0.0367
Si 2.5446 6.8859 1.3111 0.4186 -0.1044 0.1406
Si 0.1283 3.904 -2.425 -0.096 0.0451 -0.2204
Si 2.4624 3.4685 0.9834 -0.035 0.3736 -0.3052
Si 4.2159 5.2619 -0.8146 -0.1192 -0.1282 -0.0314
Si 1.4671 1.3872 -3.8184 -0.0308 0.0446 -0.342
Si 6.7262 3.0773 1.6566 -0.0003 0.0017 0.1203
Si 7.3128 5.8584 -0.3516 0.0902 0.2476 0.4057
Si 10.8591 11.0484 1.4387 -0.2556 -0.0385 -0.2014
Si 5.8065 1.1131 -0.2634 0.528 -0.2144 0.1282
Si 0.3651 6.6877 0.4624 -0.3886 0.0109 -0.2443
Si 1.691 10.8084 1.196 0.1282 0.0445 -0.2128
Si 10.3936 3.4814 1.4195 0.0825 -0.0656 0.1061
Si 7.5416 7.0756 1.6041 0.0142 -0.3363 -0.1095
Si 7.0462 11.0895 1.1076 -0.1892 0.1656 0.0085
Si 8.4082 3.7883 0.253 -0.0213 -0.2232 -0.3247
Si 10.0103 7.1508 1.7683 -0.0689 0.0092 -0.0366
Si 9.0886 11.1253 -0.262 0.4864 -0.0173 -0.5449
Si 2.7663 5.0607 2.7429 -0.0889 0.0588 0.0211
Si 2.6889 9.0066 2.4586 0.1127 0.0298 0.077
Si 2.6322 12.9057 2.2501 -0.0541 -0.2227 0.2621
Si 6.7072 5.1345 2.8051 0.0263 0.2726 0.3084
Si 6.674 9.1259 2.4781 0.0916 0.1374 -0.0939
Si 6.8886 12.7162 2.8891 0.1827 -0.1203 0.0157
Si 10.4255 5.2284 3.0003 -0.0647 -0.1803 0.081
Si 10.4352 9.186 2.859 -0.0167 0.0033 0.0843
Si 10.5244 12.9803 2.7437 -0.1528 0.1394 -0.1104
Si 0.8561 5.2249 4.1468 -0.1043 0.012 -0.0026
Si 0.9072 9.0321 4.0156 -0.2705 -0.1353 0.1447
Si 0.8792 12.9071 4.0493 0.0544 -0.0527 -0.0628
Si 4.7281 5.1053 4.027 0.097 0.2099 0.1037
Si 4.6822 9.0818 3.8461 -0.0813 -0.0716 0.1308
Si 4.6629 12.8219 3.8035 -0.1003 0.0271 -0.1132
Si 8.5171 5.085 4.3353 -0.0203 -0.1785 -0.0098
Si 8.4089 9.1508 4.1 0.227 -0.0832 0.0138
Si 8.7298 12.7967 4.3252 0.0494 0.1353 -0.1101
Si 0.8029 3.2526 5.3853 0.1017 0.026 0.1007
Si 0.8442 7.2101 5.4645 0.1762 0.0188 -0.0678
Si 0.8202 10.8669 5.5323 0.0446 0.0329 -0.0724
Si 4.7881 3.1099 5.3087 0.1505 -0.0337 0.0244
Si 4.7418 7.0883 5.2552 -0.1086 0.1502 -0.1662
Si 4.5891 11.0233 5.3527 0.0935 -0.1582 0.1058
Si 8.5743 3.1396 5.6408 0.088 0.0936 0.1752
Si 8.572 7.1861 5.4546 -0.2315 0.1108 -0.0536
Si 8.5567 10.8679 5.6893 -0.1373 0.0167 0.1443
Si 2.8125 3.2987 6.5503 -0.099 0.1194 -0.1574
Si 2.8741 7.2392 6.677 0.0245 0.2023 0.001
Si 2.7467 10.9976 6.9559 -0.0231 0.1776 0.0858
Si 6.6207 3.0823 6.9592 -0.0353 -0.0386 -0.2007
Si 6.6092 7.0518 6.7516 -0.0959 -0.1262 -0.0055
Si 6.477 10.9844 6.9033 -0.0185 0.016 -0.1749
Si 10.5543 3.4464 6.8848 0.0437 0.0765 -0.3163
Si 10.5027 7.615 6.764 0.042 0.0594 -0.1475
Si 10.4826 10.195 6.9205 0.1432 -0.1003 -0.2879
Si 4.6188 5.0054 9.3501 -0.0002 -0.013 0.2842
Si 3.9156 7.7072 10.9461 -0.0249 -0.2006 0.046
Si 2.4903 1.6001 8.0586 0.0507 -0.0886 -0.0312
Si 2.8241 5.2359 7.8659 0.0817 -0.0886 -0.0475
Si 5.9664 8.9404 7.988 0.5304 -0.0213 0.2163
Si 6.2841 1.2126 8.4747 0.1414 0.0601 0.299
Si 12.5281 5.0802 9.236 0.2583 0.5129 0.005
Si 10.5549 5.5883 8.0655 -0.0767 -0.3089 0.1632
Si 10.3147 11.3543 9.0096 -0.1291 -0.5524 0.3433
Si 6.6891 5.0982 8.1999 0.023 0.0647 0.1202
Si 3.5926 9.0115 8.1116 -0.458 -0.3382 0.2443
Si 4.2861 1.9069 9.5049 -0.3176 0.1595 0.392
Si 8.786 4.826 9.4575 -0.1908 0.173 0.1088
Si 8.2028 6.4084 12.2428 -0.0011 0.0373 0.2458
Si 7.9568 -0.0542 10.8375 -0.0923 -0.0439 0.3505
Si 12.5277 2.6391 9.6057 -0.0071 -0.447 0.3736
Si 12.7409 7.259 11.6497 -0.0195 -0.0525 0.1833
Si 10.3588 2.202 8.8938 -0.1519 0.5944 0.2568
Si 11.9994 1.7764 21.1568 0.0458 0.0465 -0.1133
Si 11.0669 2.8595 14.7022 0.0399 0.037 0.0435
Si 1.7265 11.6893 17.0628 -0.0502 0.0444 -0.1373
Si 4.79 5.5875 17.6922 -0.0732 -0.024 -0.245
Si 9.8497 3.8767 17.4422 0.0092 -0.0199 -0.2457
Si 3.215 4.5139 19.9827 0.1169 -0.0954 -0.3494
Si 6.9109 6.3832 21.3094 0.3328 0.1659 -0.0177
Si 6.66 8.866 11.106 -0.0757 0.0351 0.2039
Si 10.8812 5.8732 13.8077 -0.0481 -0.1569 0.1918
Si 7.5344 11.2462 19.4977 -0.0862 0.0992 -0.221
Si 12.5114 7.2608 16.1199 0.0274 -0.0026 -0.1105
Si 5.4884 9.9683 16.4137 -0.1164 0.0179 -0.2998
Si 7.9494 8.0941 19.1264 0.1834 -0.0462 -0.2166
Si 9.7908 0.2122 13.2604 0.0779 0.0296 0.2556
Si 12.003 10.3412 11.4361 -0.0742 0.0185 0.5302
Si 3.7702 10.3834 18.7978 -0.0202 0.2368 -0.5001
Si 2.3988 1.6992 14.6622 -0.1419 -0.0361 0.2315
Si 4.9037 3.3277 15.8196 0.0145 0.0292 -0.0578
Si 6.0639 5.7479 14.3168 -0.0654 -0.0509 0.1714
Si 9.3063 2.0808 19.8474 -0.0573 0.2175 -0.1741
Si 3.9472 7.5498 15.4814 -0.042 0.0329 -0.0277
Si 8.4156 10.6469 15.8222 -0.0507 0.08 -0.0971
Si 7.6404 6.0471 16.9144 -0.042 -0.2039 -0.1906
Si -0.5451 9.8108 17.4063 0.1578 0.0319 -0.1203
Si 6.4817 0.9294 16.8978 -0.0002 0.1404 -0.1982
Si 2.8657 1.5318 19.3114 -0.0826 -0.0172 -0.3728
Si 2.4663 0.8837 11.6472 0.1028 -0.0369 0.2027
O 3.5785 2.9624 19.5954 -0.004 0.1275 0.1468
O 5.4402 2.4037 0.7307 -0.2162 0.1237 0.0463
O 5.7999 5.2162 -0.4221 -0.3359 0.0447 -0.3036
O 3.5242 6.558 -0.0592 -0.1621 0.1559 0.1896
O 2.5458 0.5099 -2.9753 -0.0072 -0.0456 0.111
O 0.4902 7.8643 -0.7111 0.0344 -0.184 0.0372
O 12.7023 6.371 10.2883 -0.1076 -0.1979 -0.0945
O 9.2122 3.2215 9.6801 0.1094 -0.3697 -0.1972
O 6.9628 10.4225 11.487 -0.0189 0.0585 -0.0892
O 3.2522 8.5792 9.7103 0.213 0.1887 -0.2706
O 4.4715 6.2346 10.459 -0.0119 -0.0458 -0.0188
O 6.6863 8.6968 9.4871 -0.1738 0.0498 -0.3793
O 1.3446 1.9497 11.0882 0.022 0.2057 -0.3034
O 2.7116 7.5252 12.0377 0.0547 -0.0148 -0.1217
O 9.0016 10.756 9.8521 0.2836 0.1814 -0.3853
O 4.1784 5.5553 19.1825 0.0057 -0.0257 0.1671
O 10.9047 2.3188 20.0811 0.0093 0.0706 0.0907
O 2.111 13.0827 17.8439 0.098 -0.0405 0.2432
O 8.0896 5.1792 21.3341 -0.3187 -0.0565 0.2882
O 8.4356 2.6126 21.1352 -0.1311 0.128 0.3124
O 3.4558 3.892 -0.3317 0.187 -0.0108 0.279
O 10.5112 3.0034 16.2314 -0.0471 0.0169 0.1378
O 4.1531 5.268 -2.4645 -0.0168 -0.0683 0.4314
O 11.7637 11.2779 17.2602 -0.0729 -0.0501 0.0518
O 6.4053 5.3907 17.7576 -0.0244 0.0252 0.1337
O 4.4506 0.5362 -1.0129 -0.082 0.1409 0.2729
O 1.7987 10.3086 -0.417 -0.0414 0.0865 0.2369
O 9.2624 7.7869 20.0385 0.0365 0.0922 0.0776
O 4.4671 3.4949 10.082 0.028 -0.2336 -0.3775
O 5.3052 11.5914 16.2085 0.1177 -0.1139 0.0846
O 11.368 6.4686 15.2538 0.0069 0.06 -0.0262
O 6.0431 2.4606 16.615 0.0002 -0.101 0.0432
O 8.7413 0.6682 12.0862 -0.0768 0.0357 -0.3285
O 3.8726 0.9486 10.8096 0.0999 0.1815 -0.1265
O 12.6912 2.6795 14.7363 0.0542 -0.0244 -0.0484
O 7.941 0.573 16.2355 -0.0243 -0.0842 0.0567
O 7.8101 7.9269 11.7868 0.0024 0.0664 -0.1251
O 1.2796 6.3443 17.4226 -0.0575 -0.0451 0.1756
O 4.3717 6.9732 16.9543 0.0544 -0.0204 0.1322
O 8.658 5.5247 10.9578 0.085 -0.2408 -0.3877
O 13.5021 10.9439 11.6646 0.0284 0.0167 -0.0857
O 12.0311 6.3333 12.7719 0.1277 0.0604 -0.1952
O 6.8554 5.7484 12.9033 0.0255 -0.0074 -0.1379
O 10.3609 1.5663 13.9903 -0.0562 -0.1307 -0.1181
O 8.9284 12.0909 19.6567 0.0406 -0.0679 0.0864
O 11.5867 10.8485 9.9453 -0.149 0.1588 -0.4482
O 7.1799 1.031 9.9042 0.0134 0.1258 -0.3099
O 8.8357 4.9629 16.7718 -0.0362 0.0467 0.1295
O 5.0572 9.7113 18.0069 -0.0221 0.0058 0.1904
O 2.0455 11.93 15.4911 0.0525 0.0549 -0.0555
O 4.5106 9.0921 15.4454 0.0526 -0.0526 0.0644
O 9.004 2.9119 18.4579 -0.0025 -0.1342 0.2501
O 4.1606 4.3355 16.8578 0.0145 0.1335 0.1232
O 4.6863 6.6527 14.3218 0.1065 -0.0374 -0.0187
O -2.0338 10.0043 16.7781 -0.0133 -0.0197 0.0922
O 9.4329 6.4625 13.328 -0.1273 0.0358 -0.1402
O 7.7816 9.7132 18.9712 -0.0016 -0.0391 0.1291
O 10.752 4.2416 13.8834 0.0028 0.0855 -0.0593
O -0.5338 9.3611 18.986 0.0034 -0.1356 0.2397
O 10.9869 4.6846 18.2721 0.081 0.0771 0.1417
O 1.7273 1.2126 20.4155 -0.0302 -0.02 0.1573
O 3.9928 11.9418 19.3058 -0.0466 -0.1093 0.121
O 5.1661 8.4844 11.6558 -0.0346 -0.003 -0.1053
O 6.6158 12.1416 18.478 0.1166 -0.0705 0.1979
O 9.0275 10.8068 14.3156 0.0292 0.0085 -0.064
O 7.6291 6.8315 -1.6408 -0.0328 -0.1863 -0.0641
O 2.5861 10.4345 17.6617 0.1277 -0.0753 0.2186
O 5.6709 4.196 14.6665 0.0365 0.0868 -0.0511
O 0.278 8.6996 16.5389 -0.0518 -0.0467 0.032
O 7.0665 9.6894 15.9876 0.0025 0.0273 0.0668
O 8.1366 7.415 17.6454 -0.0118 0.1525 0.2183
O 11.9809 8.7085 11.5299 0.0499 0.0105 -0.1374
O 7.0887 6.3919 15.4225 0.0005 0.0325 0.0332
O 2.3198 7.5016 15.3036 -0.0097 -0.0077 0.0414
O 2.7885 1.3007 13.1631 0.0156 -0.0369 -0.1735
O 11.0118 10.9513 12.597 0.065 -0.061 -0.2308
O 3.7322 2.4111 15.2285 -0.0348 -0.0074 -0.0213
O 6.7526 7.288 19.9068 -0.155 -0.2613 -0.1395
O 0.9621 2.5645 -2.8254 0.0543 -0.0025 0.0723

Results
free energy: -107874.026 eV
free energy less fixed offsets of O -569.03, Si -635.61 eV per atom: 4.734 eV
pressure: -1.12 GPa
stress xx, yy, zz, yz, xz, xy (GPa, positive in tension): 0.54, 2.43, 0.39, -0.14, -0.05, -0.33

The program warned: the cutoff lies below the one the program advises for these potential files.
